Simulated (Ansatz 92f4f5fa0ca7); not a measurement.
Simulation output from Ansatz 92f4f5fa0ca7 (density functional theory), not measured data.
Periodic cell of 321 atoms, Si176O145, from a study of silicon, its oxide and their interface. The atomic structure is a simulated model.

Settings: functional r2SCAN; potential files Ansatz PAW; basis plane waves; wave-function cutoff 800 eV; density cutoff ratio 5; exchange-correlation grid ratio 1; k mesh 1 x 1 x 1, Gamma-centred; self-consistency stop 5e-08 eV per atom in the density residual; occupations Fermi-Dirac, 0.05 eV; spin none; net charge 0.

Cell vectors (angstrom)
a, 15.3871, 0, 0.0075
b, 0, 15.3871, 0.0189
c, -0.584, -0.9223, 22.097

Atoms and the computed forces on them: element, x, y, z (angstrom), force x, y, z (eV/angstrom)
Si, -2.3548, -1.6455, 14.8151, -0.0586, -0.0506, 0.1129
Si, -2.6854, 3.3999, 14.6482, 0.0557, 0.0435, 0.1263
Si, -2.6521, 6.5717, 14.6323, 0.0377, -0.0054, 0.1119
Si, -2.5937, -4.0547, 14.8659, 0.1312, -0.0028, 0.1477
Si, 1.3072, -1.3032, 14.5904, -0.0065, -0.0242, 0.1556
Si, 1.4, 3.1519, 14.6724, 0.0075, 0.0308, 0.1372
Si, 1.8237, 6.2611, 14.2451, -0.0148, -0.0595, 0.0628
Si, 1.4042, -4.4532, 14.7213, -0.0269, 0.051, 0.2278
Si, 5.0417, -0.3814, 14.566, 0.0066, -0.0574, 0.1234
Si, 5.0155, 2.1001, 14.5609, 0.0232, -0.0295, 0.1449
Si, 5.219, 7.0254, 14.8662, -0.0241, 0.0703, 0.0965
Si, 5.2403, 10.1405, 14.8449, 0.0327, -0.0358, 0.191
Si, 8.6951, -0.4842, 14.3101, -0.0931, 0.0567, 0.0948
Si, 9.0083, 2.6466, 14.5902, -0.0718, -0.0407, 0.1667
Si, 9.0552, 7.1402, 14.9108, -0.0071, -0.0173, 0.1242
Si, 7.199, 10.5918, 16.0142, -0.0496, -0.0133, -0.0204
Si, -0.5219, -0.9902, 16.0311, -0.0432, 0.0096, -0.0374
Si, -0.6491, 2.9706, 15.8538, 0.0046, -0.0018, 0.0145
Si, -0.6915, 6.8358, 15.8732, -0.0794, 0.0229, 0.0701
Si, -0.6081, 10.6274, 15.9504, -0.026, -0.005, -0.075
Si, 3.2113, -0.9135, 15.9062, 0.0129, 0.0057, 0.0196
Si, 3.2707, 2.833, 16.0077, -0.0149, -0.0452, 0.0156
Si, 3.2822, 6.6779, 16.043, 0.004, 0.0043, 0.0183
Si, 3.2967, 10.5782, 16.0823, 0.0143, -0.0138, 0.0006
Si, 6.9683, -0.8428, 15.8275, -0.042, 0.018, -0.0436
Si, 6.9843, 2.8766, 15.7747, 0.0167, 0.0124, -0.0242
Si, 7.1325, 6.7894, 16.134, 0.0184, 0.0055, 0.028
Si, 9.2118, 10.2585, 14.8102, -0.0086, -0.0329, 0.1383
Si, -4.2446, -1.0356, 16.0496, 0.0981, 0.0608, 0.0974
Si, 10.8662, 2.953, 16.0206, -0.0153, -0.0313, 0.051
Si, 10.9694, 6.8412, 16.1596, 0.026, -0.0137, 0.0341
Si, 11.0274, 10.6454, 16.265, 0.0279, 0.0019, 0.0032
Si, -0.0693, 1.9525, -4.8442, 0.0213, -0.0079, -0.0234
Si, 0.0185, 5.7941, -4.8135, -0.0322, -0.0014, -0.0263
Si, -0.0509, 9.6129, -4.7695, 0.035, -0.0154, -0.0269
Si, 0.0168, -1.9729, -4.6945, -0.0229, 0.0091, 0.0111
Si, 3.7468, 1.8723, -4.7448, -0.0135, -0.0008, -0.0135
Si, 3.9064, 5.6785, -4.7139, 0.0026, 0.004, 0.0156
Si, 3.7634, 9.5443, -4.724, 0.0234, 0.0216, 0.0246
Si, 3.8999, -1.9046, -4.7921, -0.02, -0.0126, 0
Si, 7.6475, 1.9478, -4.8406, 0.0085, -0.011, 0.0116
Si, 7.6401, 5.6798, -4.8096, 0.0245, 0.0477, -0.0033
Si, 7.7309, 9.6366, -4.6409, -0.0065, 0.0087, 0.0491
Si, 7.711, -1.8538, -4.8949, 0.0214, -0.021, -0.0245
Si, 11.5609, 1.9006, -4.7649, -0.0416, 0.0131, -0.0696
Si, 11.5013, 5.7727, -4.6774, 0.017, 0.0053, 0.0083
Si, 11.628, 9.6315, -4.5363, -0.0143, 0.0009, 0.0034
Si, 11.5443, -1.9067, -4.5392, -0.0406, 0.0075, -0.0369
Si, -1.9255, 1.9413, -3.3551, -0.0271, -0.0179, -0.0301
Si, -1.8995, 5.7044, -3.3797, -0.019, 0.0197, -0.0166
Si, -1.849, 9.5549, -3.2292, -0.0588, 0.0116, 0.0265
Si, -1.8808, -1.9067, -3.2753, 0.0392, -0.0673, 0.0815
Si, 1.8233, 1.8581, -3.4411, 0.0333, 0.0351, -0.0193
Si, 1.9373, 5.7504, -3.4023, -0.0289, 0.0123, -0.0152
Si, 1.8646, 9.5905, -3.3806, 0.0342, -0.0167, 0.0181
Si, 1.9648, -2.0146, -3.4254, 0.0078, -0.0081, -0.0246
Si, 5.732, 2, -3.469, 0.0101, 0.0409, -0.0061
Si, 5.7938, 5.6983, -3.3265, -0.0472, 0.0215, 0.0107
Si, 5.7398, 9.5449, -3.4055, 0.0353, -0.0007, -0.0171
Si, 5.8268, -1.8044, -3.4899, -0.0222, -0.037, 0.0036
Si, 9.5759, 1.8671, -3.4582, -0.0269, 0.0342, 0.017
Si, 9.5419, 5.7739, -3.4004, 0.0474, 0.0212, 0.0041
Si, 9.6335, 9.6896, -3.2775, -0.0483, -0.0214, -0.0155
Si, 9.5446, -1.9176, -3.3798, 0.0244, 0.0379, 0.0016
Si, -1.9166, 0.0566, -1.9383, 0.0152, -0.0062, 0.0239
Si, -1.9282, 3.8296, -1.8985, 0.0246, -0.0397, 0.0363
Si, -1.8768, 7.5439, -1.9398, -0.0066, 0.0533, 0.008
Si, -1.877, 11.5336, -1.9455, 0.0218, -0.0107, -0.0414
Si, 1.8721, -0.1063, -2.1203, 0.0086, 0.0064, 0.0438
Si, 1.8847, 3.7782, -2.1125, 0.029, -0.0166, 0.0347
Si, 1.9525, 7.7032, -1.9991, -0.0167, -0.0249, 0.0625
Si, 1.9457, 11.49, -1.996, -0.0486, -0.0032, -0.0026
Si, 5.7546, 0.1479, -2.1174, -0.0429, -0.0064, 0.0333
Si, 5.7625, 3.7954, -1.9134, -0.008, 0.0015, 0.0383
Si, 5.7877, 7.6181, -1.9808, 0.0506, 0.032, 0.0663
Si, 5.8045, 11.5782, -2.2744, -0.0307, 0.0503, 0.0396
Si, 9.5751, -0.0517, -2.0302, -0.0145, -0.007, -0.0107
Si, 9.5629, 3.8115, -2.1349, 0.0075, -0.0423, 0.0303
Si, 9.5863, 7.7418, -2.0261, 0.0096, -0.0362, 0.0409
Si, 9.5672, 11.6095, -1.9045, 0.0593, 0.0045, -0.0032
Si, 0.0589, -0.0552, -0.6332, -0.0098, 0.0107, -0.0068
Si, 0.0882, 3.7777, -0.5878, 0.0165, 0.0107, 0.0167
Si, 0.065, 7.5796, -0.5736, -0.0204, -0.0668, -0.0307
Si, 0.0503, 11.5083, -0.5844, -0.0271, 0.0095, 0.0819
Si, 3.7935, 0.0314, -0.7906, 0.0208, -0.0072, -0.0701
Si, 3.7436, 3.7493, -0.654, -0.0075, 0.0459, -0.0221
Si, 3.8817, 7.6918, -0.5612, -0.0005, -0.004, -0.014
Si, 3.9828, 11.548, -0.8555, 0.0117, -0.0053, -0.0537
Si, 7.628, 0.0699, -0.7197, -0.0101, -0.0076, -0.0254
Si, 7.7594, 3.8332, -0.5986, -0.0052, 0.0349, 0.0704
Si, 7.7117, 7.724, -0.5941, -0.0185, 0.0468, -0.0208
Si, 7.5357, -3.7845, -0.7214, -0.038, -0.0041, 0.0002
Si, 11.4871, 0.0042, -0.5999, 0.0442, 0.0045, -0.024
Si, 11.3862, 3.808, -0.6716, 0.0299, 0.0256, -0.0149
Si, 11.5026, 7.623, -0.6614, 0.0099, -0.0846, -0.0221
Si, -3.834, -3.807, -0.6288, 0.0051, 0.003, 0.0461
Si, 0.6931, 1.8136, 0.6324, 0.0198, -0.026, -0.1683
Si, 0.8363, 5.671, 0.6155, -0.0046, 0.0465, -0.1366
Si, -0.3519, 9.5518, 0.6534, -0.0143, -0.0266, -0.183
Si, -0.2593, -1.9675, 0.7374, 0.0168, 0.0022, -0.3227
Si, 3.116, 1.819, 0.6107, 0.0119, -0.0273, -0.022
Si, 3.2531, 5.6878, 0.5854, -0.043, -0.007, -0.1608
Si, 3.1072, 8.6442, 4.4565, -0.0445, 0.0424, -0.0911
Si, 4.3816, -1.9085, 0.3927, -0.0609, -0.0121, 0.0025
Si, 8.4226, 1.8791, 0.5708, 0.0168, -0.0144, -0.1228
Si, 8.3385, 5.8027, 0.6447, 0.0825, 0.0388, -0.1908
Si, 7.0768, 9.6867, 0.5986, 0.0192, -0.0695, 0.0249
Si, 6.7886, -1.8204, 0.4014, 0.0594, 0.0646, -0.0317
Si, 10.8204, 1.9063, 0.6406, 0.0498, 0.0244, -0.0717
Si, 10.7628, 5.7366, 0.5592, 0.0598, 0.0237, -0.0211
Si, -3.5355, 9.5739, 0.5999, 0.0254, -0.0083, -0.1762
Si, -3.4314, -1.9013, 0.7316, -0.0232, 0.0324, -0.1298
Si, -0.8029, 2.0556, 3.4087, 0.025, -0.0315, -0.1522
Si, -0.7395, 4.9969, 3.1009, 0.0424, -0.0382, -0.1615
Si, 0.1405, 9.0245, 3.5718, -0.01, -0.0385, -0.134
Si, 1.5495, -1.9856, 3.4387, -0.1248, -0.0001, -0.1206
Si, 4.0559, 1.3445, 2.7197, -0.0247, 0.0144, -0.2054
Si, 4.1754, 6.176, 3.5149, -0.057, -0.047, -0.2165
Si, 4.6482, 9.7361, 0.4716, 0.0226, -0.1036, -0.1776
Si, 3.7743, -1.7829, 2.6774, 0.0979, -0.0134, -0.161
Si, 6.9854, 2.2291, 3.2662, 0.1311, -0.0671, -0.1824
Si, 7.2342, 5.377, 3.5937, 0.0543, -0.022, -0.1967
Si, 7.5545, 10.3513, 2.852, -0.0446, -0.0223, -0.204
Si, 7.7123, -1.8802, 2.4954, -0.0863, -0.0451, -0.135
Si, 11.4502, 2.2505, 2.9148, -0.0145, -0.0004, -0.1642
Si, -3.519, 5.1981, 2.5131, -0.1219, -0.0391, -0.181
Si, 10.4656, 10.2345, 3.3063, -0.0256, -0.0393, -0.157
Si, 10.7121, -1.9963, 2.7075, -0.0289, -0.0362, -0.0715
Si, -0.1795, 4.6554, 10.7038, 0.009, -0.0653, 0.0462
Si, -3.621, 1.133, 10.2817, 0.0199, -0.0347, 0.0275
Si, -2.6419, 7.7623, 6.9792, -0.0062, 0.0068, -0.076
Si, 3.4912, 2.3214, 5.5248, -0.0146, 0.0012, -0.0873
Si, 0.61, 11.1615, 5.407, -0.0393, 0.047, -0.0962
Si, 9.0991, 1.538, 9.5975, 0.0287, -0.0504, 0.0336
Si, 4.6783, 10.7865, 3.372, 0.1143, -0.0304, -0.2321
Si, -3.4638, 10.4632, 5.9198, -0.0115, -0.0177, -0.0899
Si, -2.3095, 5.9668, 9.2721, 0.0614, -0.018, 0.0325
Si, -1.7883, 6.6957, 4.2233, -0.0311, 0.0372, -0.0827
Si, 5.1446, -1.6459, 11.5696, -0.0092, 0.0675, 0.161
Si, -0.0522, -0.1646, 5.428, -0.0089, 0.028, -0.0983
Si, 3.5771, -1.4698, 9.1375, -0.0051, 0.0079, 0.0276
Si, 3.1623, 5.0794, 6.2212, -0.0086, 0.0034, -0.0747
Si, -1.684, -2.7578, 9.5023, -0.0349, 0.0116, 0.0421
Si, 1.8354, 2.3447, 10.1158, -0.047, -0.0103, 0.0594
Si, 1.6181, 6.9935, 11.3173, 0.0167, -0.0312, 0.1163
Si, 4.6409, 2.9669, 11.461, -0.0034, -0.055, 0.1269
Si, 10.743, -0.154, 7.8628, 0.0103, 0.0398, -0.0255
Si, 6.3137, -0.8383, 7.8436, -0.0087, 0.0162, -0.0252
Si, -3.123, 7.6017, 11.6962, -0.0062, -0.0119, 0.1508
Si, 7.2385, 8.3307, 7.706, 0.0002, 0.0169, -0.0065
Si, 9.7733, 10.1948, 8.0199, 0.0378, -0.0003, -0.046
Si, -1.7247, 2.4347, 12.0833, 0.0045, 0.0008, 0.1303
Si, -3.4623, 10.113, 10.1644, 0.0096, 0.0629, 0.1117
Si, 5.6548, 3.7658, 6.8484, -0.0425, -0.0082, -0.0376
Si, 1.983, 9.7516, 7.7415, -0.02, -0.0038, -0.0239
Si, 1.2971, -3.5321, 9.7496, -0.0132, 0.011, 0.0164
Si, 0.8186, 0.9853, 12.5592, 0.0387, -0.0125, 0.1222
Si, 2.6439, 6.9665, 8.4538, -0.0112, -0.0117, 0.0059
Si, 4.4324, 8.6718, 7.2066, -0.0079, 0.0331, -0.0561
Si, 10.5394, 0.0088, 4.8972, 0.0069, 0.0208, -0.0893
Si, 8.6485, 4.9454, 12.6372, 0.0315, 0.0137, 0.1805
Si, 8.1345, -0.9156, 11.2752, 0.005, 0.0066, 0.1601
Si, 8.9501, -2.3456, 8.8436, 0.0123, 0.0464, 0.0433
Si, 8.0777, 5.5645, 6.4045, 0.0103, 0.0217, -0.0831
Si, -3.1949, -1.3266, 11.9298, 0.0602, -0.0265, 0.1549
Si, 10.9005, -3.9231, 12.6105, 0.0778, -0.015, 0.1633
Si, -1.5971, -2.5299, 6.4842, 0.0378, -0.0075, -0.0231
Si, 1.9738, 0.7255, 7.5628, -0.0477, 0.0399, -0.0247
Si, 5.646, 5.6587, 12.1438, 0.0012, 0.0035, 0.1556
Si, 2.003, 9.9195, 11.914, -0.012, 0.0162, 0.1451
Si, 6.4009, 2.0828, 9.2266, 0.0062, -0.0116, 0.0153
Si, 7.4195, -0.174, 4.9882, 0.0141, -0.0112, -0.1062
Si, 5.0371, 10.6583, 11.9321, -0.0059, 0.0446, 0.1424
Si, 6.6836, 8.2266, 10.8037, -0.0026, -0.0172, 0.0974
Si, 10.5118, 6.185, 7.9866, 0.0007, 0.0232, -0.0082
Si, 9.4674, 6.9262, 10.8021, 0.016, -0.0388, 0.0732
O, 0.4402, 7.0073, 14.6719, 0.048, -0.0304, 0.0116
O, 9.965, -1.2595, 14.9282, 0.0205, -0.004, 0.03
O, 0.1238, 1.5994, 2.1641, -0.0404, -0.0204, 0.1387
O, 0.5152, 5.5535, 2.2347, -0.0171, 0.0058, 0.1354
O, 0.4585, 9.5417, 2.071, 0.0253, 0.0088, 0.1501
O, 1.5258, 8.4257, 4.1722, 0.0452, -0.0095, 0.0501
O, 0.5839, -2.0235, 2.1242, 0.1807, 0.0216, 0.271
O, 5.5206, 2.0223, 2.6325, -0.0217, 0.0002, 0.0536
O, 3.8122, 5.4513, 2.1183, 0.0466, 0.0371, 0.1806
O, 5.728, 5.9033, 3.8515, 0.0064, 0.0011, 0.0715
O, 4.1402, 10.2686, 1.9352, -0.032, 0.0801, 0.1036
O, 8.048, 1.7244, 2.1592, -0.1188, 0.0401, 0.1935
O, 7.8103, 5.9393, 2.1953, -0.1071, -0.0216, 0.173
O, 8.9139, 9.7664, 3.5517, 0.0254, -0.0121, 0.0847
O, 9.2527, -1.368, 2.334, 0.0741, 0.025, -0.0182
O, -2.353, 1.9129, 2.9896, -0.0354, 0.0072, 0.0269
O, -1.991, 4.7747, 2.0279, 0.067, 0.0057, 0.1515
O, -1.9517, 9.591, 1.0298, 0.0032, -0.0258, 0.0654
O, -1.8369, -1.9167, 1.1641, -0.0725, 0.0278, 0.0515
O, -2.2736, -1.1337, 13.2466, 0.028, 0.0481, -0.1641
O, -2.8606, 2.6179, 13.2181, 0.0071, -0.0403, -0.0758
O, -2.7145, 4.985, 14.2317, -0.0227, 0.0019, -0.0494
O, -2.6599, 7.4523, 13.242, -0.0111, 0.0444, -0.1408
O, 11.024, -2.3358, 12.3909, -0.0689, 0.0441, -0.0603
O, -3.1283, 10.9211, 13.3665, -0.0923, -0.0195, -0.2116
O, 1.57, 9.9297, 13.4702, 0.009, -0.0324, -0.1647
O, 1.3721, -2.8949, 14.1833, 0.0068, 0.0113, -0.0614
O, 1.1911, -0.4566, 13.1879, -0.0292, 0.0287, -0.1199
O, 1.5795, 2.1389, 13.4038, 0.0303, -0.0828, -0.068
O, -2.3415, -4.24, 9.5987, -0.0012, -0.0264, -0.0233
O, 2.3235, 6.7445, 12.7668, 0.0241, 0.0676, -0.1623
O, 1.4268, -4.1102, 11.2489, -0.0093, 0.0086, -0.0301
O, 4.9373, -1.1495, 13.1005, 0.0083, -0.0869, -0.2045
O, 4.703, 2.5697, 13.0231, 0.0001, 0.0274, -0.1125
O, 5.8541, 2.1852, 10.7357, 0.037, -0.0128, -0.0245
O, 7.1644, 4.2381, 6.5734, 0.0079, -0.0242, 0.0121
O, 5.066, 6.0027, 13.6095, 0.0332, -0.0588, -0.1128
O, 5.2637, -4.3661, 13.4697, -0.0128, 0.035, -0.1677
O, 5.2136, 8.5781, 14.3292, -0.0405, 0.0041, -0.0725
O, 6.5649, -1.1353, 11.0318, 0.0035, 0.0073, -0.0613
O, 6.1922, 9.6519, 11.3998, 0.0223, -0.0266, -0.0516
O, 9.0581, 1.0859, 14.1224, 0.0149, 0.0158, -0.0477
O, 8.4, -1.0866, 12.8476, 0.0252, -0.0553, -0.1548
O, 1.0832, 3.7555, 10.2937, 0.0165, 0.0227, -0.0085
O, 9.1262, 3.5201, 13.2094, -0.0106, 0.0309, -0.123
O, 9.0775, 6.092, 13.6827, 0.0306, -0.0753, -0.1759
O, 5.0728, -3.2467, 11.267, 0.0093, -0.0237, -0.0566
O, -0.402, 3.5761, 3.7878, -0.0525, 0.0755, 0.0701
O, 1.0578, -0.7967, 4.4294, 0.0037, 0.015, 0.0561
O, -1.9546, 7.2897, 8.3782, 0.0093, 0.02, 0.0141
O, 1.4341, -3.3419, 4.3191, 0.0099, -0.0569, 0.0909
O, 3.2457, 2.0093, 3.9616, -0.0252, 0.0305, 0.1361
O, 4.2382, -0.2495, 3.0518, -0.0202, 0.0537, 0.0683
O, 3.2034, 5.6802, 4.7128, -0.0264, -0.036, 0.0646
O, 3.9054, 7.7637, 3.345, 0.0235, 0.0015, 0.0294
O, 3.6044, 10.1814, 4.3946, -0.0693, -0.0042, 0.1112
O, 4.6714, -2.9742, 3.405, -0.0645, -0.0161, 0.1055
O, 7.1948, 1.3755, 4.6074, -0.0203, 0.0135, 0.0981
O, 7.2364, 3.7766, 3.5541, -0.0296, 0.0403, 0.0683
O, 8.1798, 5.8662, 4.8128, 0.0285, 0.0131, 0.0833
O, -1.0781, 7.9752, 3.5174, -0.0151, 0.0161, 0.0019
O, 7.7743, -3.4429, 2.8606, 0.0157, -0.0326, 0.1288
O, 9.4375, 0.759, 8.2086, -0.0221, 0.0069, -0.006
O, 10.6667, 1.4066, 4.0725, -0.0083, -0.0299, 0.1301
O, 1.3748, 8.5933, 11.2294, -0.0224, 0.0278, -0.0635
O, 11.2126, 3.8529, 3.205, 0.0124, -0.0088, 0.0684
O, -3.2984, 6.3964, 3.6174, 0.1007, 0.0228, 0.1045
O, 10.5657, -3.5532, 3.115, -0.0155, -0.0073, 0.0972
O, -3.8963, 9.8472, 4.4823, 0.0616, -0.0358, 0.0877
O, 7.4293, 6.8335, 7.1519, -0.0297, -0.0015, 0.0199
O, 11.2343, -1.1537, 3.9982, 0.0212, 0.0402, 0.1055
O, 10.491, 2.1321, 10.1659, -0.0142, 0.0399, 0.0029
O, -0.9594, 3.8399, 11.8681, -0.001, 0.0413, -0.0322
O, 4.6852, 5.0491, 6.7826, 0.0115, 0.0137, 0.0127
O, 5.0601, 2.7073, 5.7579, 0.0442, 0.0072, -0.0064
O, 1.5563, 10.1858, 6.2539, 0.0259, -0.0222, 0.0431
O, -0.189, -3.3316, 6.4557, 0.0152, 0.0088, 0.0247
O, 0.6135, 0.22, 6.8509, 0.0149, -0.0057, 0.0484
O, -3.87, 0.0689, 11.4831, -0.029, 0.0392, -0.0246
O, 0.2694, 6.0967, 11.2965, -0.0279, -0.0013, -0.0261
O, 3.6065, 9.9527, 7.7896, 0.0235, -0.0025, 0.0224
O, 9.0034, -0.3708, 5.2523, 0.0037, -0.0204, 0.0495
O, 6.493, -0.5583, 6.2525, -0.0291, -0.0147, 0.057
O, 9.6998, 6.8963, 9.2016, -0.0115, 0.012, -0.0221
O, 10.9394, 9.5778, 8.9883, -0.0357, -0.0231, -0.0168
O, 8.624, 9.144, 7.5842, 0.0064, 0.009, 0.0122
O, -1.8865, 6.9473, 5.8067, 0.032, -0.02, 0.0683
O, 10.6582, 7.6111, 11.6311, -0.0464, 0.036, -0.0176
O, 10.535, 10.7178, 6.7041, -0.0252, 0.0162, 0.0371
O, -1.0967, 4.9069, 9.3803, -0.0169, 0.0051, -0.0405
O, -3.6435, 5.3143, 8.5972, -0.0193, -0.025, 0.0044
O, -2.0068, -2.198, 8.0121, -0.0198, 0.0063, 0.0071
O, -2.3313, -1.8621, 10.6755, 0.038, -0.0274, -0.075
O, 6.3208, 0.5833, 8.6282, -0.0015, -0.0008, -0.0026
O, 9.0288, -3.9397, 8.6853, -0.0144, -0.0174, 0.0145
O, 2.5964, 3.574, 6.0254, -0.0128, 0.021, 0.0201
O, 2.2904, 5.8103, 7.3639, 0.0032, 0.0244, 0.0294
O, 5.7226, 7.022, 11.2899, -0.0021, 0.033, -0.0592
O, 1.1383, 10.6044, 8.781, -0.0117, -0.0182, 0.001
O, 1.7291, 1.982, 8.5478, 0.0047, -0.0072, -0.0244
O, 4.7289, 4.5833, 11.3746, -0.0128, 0.0107, -0.0816
O, 2.5779, -0.4199, 8.483, 0.0045, -0.0246, 0.0098
O, 9.5245, 5.2918, 7.079, 0.0127, -0.0194, 0.0045
O, 6.7117, 8.3371, 9.2153, -0.002, -0.0054, -0.0202
O, 8.9718, -2.0041, 10.4267, 0.0048, -0.0409, -0.0444
O, 10.2568, -1.6838, 8.1232, -0.0042, -0.0527, 0.0032
O, 8.5222, 0.549, 10.7388, -0.0011, 0.0253, -0.0215
O, 9.1179, 8.6815, 14.3494, 0.021, -0.0005, -0.0451
O, 7.5634, -1.7797, 8.2425, -0.0056, -0.0154, 0.0053
O, -2.3151, 1.9923, 10.6463, -0.0027, 0.0118, -0.0519
O, -0.5763, 1.1751, 4.7216, 0.0094, -0.0316, 0.0677
O, 10.8698, 10.791, 11.1824, -0.0368, -0.0219, -0.1089
O, -0.7634, 1.2739, 12.6697, -0.0323, -0.004, -0.0269
O, 3.6137, 9.9177, 11.7177, 0.0045, -0.0388, -0.0672
O, 1.5189, 4.6707, 14.0882, -0.0123, 0.0818, -0.0645
O, 3.3294, 2.516, 10.665, 0.008, 0.0111, -0.0358
O, 4.0105, -0.9808, 10.6236, -0.0095, -0.0027, -0.0149
O, 7.0086, -1.0883, 3.7166, -0.0198, 0.0525, 0.121
O, 11.2613, 0.0698, 6.35, 0.0357, -0.0012, 0.036
O, 5.5475, 3.0856, 8.3037, 0, 0.0217, 0.0188
O, 3.0646, 1.058, 6.4177, 0.0251, -0.0377, 0.0138
O, 4.1857, 7.4661, 8.2739, 0.0003, -0.0041, 0.0335
O, 9.334, 5.3633, 11.2382, 0.0006, 0.0048, -0.0687
O, 7.9452, 2.6004, 9.2603, -0.0054, 0.0306, -0.0165
O, -2.5959, 6.3627, 10.8123, -0.0117, -0.0162, -0.0117
O, 1.1963, 1.1333, 10.9966, 0.0185, -0.005, -0.0621
O, 9.5496, -4.2622, 13.4394, 0.0163, 0.0307, -0.0968
O, 8.1871, 7.8135, 11.2337, -0.0171, 0.0402, -0.0028
O, -0.3723, 10.2352, 4.5158, -0.0252, -0.0065, 0.0584
O, 5.9813, 8.9875, 6.8952, 0.0234, -0.0174, 0.0248
O, -2.6982, -3.4983, 5.79, -0.0076, 0.0001, -0.0002
O, -3.4723, 0.3278, 8.8777, -0.0027, -0.0193, -0.0127
O, 2.6606, -2.7936, 9.2983, 0.0228, -0.0071, -0.0125
O, 3.6279, 8.1351, 5.8968, -0.0086, -0.0403, 0.0539
O, 11.1765, 7.3335, 7.0434, -0.0325, -0.0087, 0.0105
O, 2.4538, 6.5355, 10.0005, 0.0175, -0.0228, -0.0182
O, 1.6573, 8.2012, 8.0732, -0.0079, -0.0025, 0.0209
O, 7.0613, 4.9272, 12.4045, -0.0201, -0.006, -0.048
O, -2.5449, 9.3529, 6.6836, 0.0089, 0.0269, 0.0407
O, 10.9385, 9.4967, 1.9504, -0.042, -0.0137, 0.1209
O, 4.9134, -1.6008, 8.2025, 0.0057, -0.0205, -0.0032
O, 6.1532, 10.1527, 3.673, -0.0005, 0.0039, 0.1001
O, -0.0761, -2.6907, 9.6855, 0.0151, 0.0182, 0.0054
O, -1.3155, -1.1608, 5.6649, -0.0436, -0.0438, 0.0152
O, -2.6425, 8.9591, 10.9549, -0.0048, 0.0174, -0.0404

Results
free energy: -195274.384 eV
free energy less fixed offsets of O -570.45, Si -639.56 eV per atom: 3.426 eV

The program warned: the cutoff lies below the one the program advises for these potential files; the forces do not sum to zero within the program's tolerance; empty levels may hold ghost states of the PAW files.
